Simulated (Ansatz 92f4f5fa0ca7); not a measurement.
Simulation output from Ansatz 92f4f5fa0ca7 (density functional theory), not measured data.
Periodic cell of 272 atoms, Si165O105P2, from a study of silicon, its oxide and their interface. The atomic structure is a simulated model.
Doubt: the cutoff is far below the 930 eV that the study's wrapper takes by default for these files, so forces and energies are approximate.
This geometry differs little from another in the collection (a relaxation step or a small displacement).

Settings
functional: PBE
potential files: Ansatz PAW
basis: plane waves
wave-function cutoff: 580 eV
density cutoff ratio: 5
exchange-correlation grid ratio: 1
k mesh: 1 x 1 x 1, Gamma-centred
self-consistency stop: 5e-08 eV per atom in the density residual
occupations: fixed
spin: none
net charge: 0

Cell vectors (angstrom)
a	11.6015	0	0
b	0	13.3963	0
c	0	0	29.8085

Atoms and the computed forces on them: element, x, y, z (angstrom), force x, y, z (eV/angstrom)
Si	11.5349	0.1866	22.9353	-0.0068	0.0026	0.0027
Si	3.904	0.1587	23.0453	-0.0005	0.0017	0.0006
Si	7.652	0.1225	23.1509	0.0005	0.0019	0
Si	2.0649	3.4587	22.8947	-0.0054	0.0007	0.002
Si	5.9001	3.6849	23.0108	-0.0014	-0.0016	0.0007
Si	9.7487	3.5362	23.0349	-0.0007	0.0026	-0.001
Si	11.6564	6.858	23.0828	-0.0043	0.0022	0.0011
Si	3.9475	7.0365	23.1851	0	0.0012	0.0009
Si	7.7757	6.9031	23.2909	-0.0041	-0.007	-0.0087
Si	2.0274	10.2432	23.2651	0.0009	-0.0023	0.0014
Si	5.8498	10.0974	23.2996	-0.0046	-0.0015	0.0002
Si	9.834	10.0871	23.2448	0.0003	0.002	0.0017
Si	11.6889	2.3939	23.7653	0.0031	0.0012	-0.0001
Si	3.9923	2.4079	23.7648	0.004	0.0004	0.001
Si	7.7824	2.4119	23.7842	-0.0017	-0.0008	0.0007
Si	2.0252	5.7079	23.7095	0.0022	-0.0028	-0.0005
Si	5.8187	5.8051	23.9971	-0.0014	-0.0021	0.0007
Si	9.7283	5.729	23.9012	0.0039	-0.0011	0.0005
Si	11.7464	9.0266	24.0327	-0.0004	0.0004	-0.001
Si	3.8985	9.1348	24.1808	0.0022	0.0013	0.0026
Si	7.8394	9.0999	24.0521	0.0041	0.0027	-0.0074
Si	1.9024	12.5125	23.8175	0.0004	-0.0027	-0.0009
Si	5.764	12.3727	23.933	0.0036	0.0009	0.0009
Si	9.6661	12.3972	23.7961	0.0017	0	0.0017
Si	11.6369	2.3	26.1783	-0.0009	0	-0.0012
Si	3.9092	2.3086	26.1767	-0.0015	0.0014	-0.0002
Si	7.7534	2.3106	26.1902	0.0007	0.0018	-0.0004
Si	1.971	5.6215	26.1484	-0.0021	-0.0007	0.0004
Si	5.8059	5.6554	26.3288	0.0002	0.0003	-0.0006
Si	9.7002	5.635	26.2645	-0.0003	-0.0006	0.0006
Si	11.6615	8.9755	26.3558	-0.0004	0.0005	0.0006
Si	3.8809	9.0105	26.4653	-0.0003	-0.0002	-0.0019
Si	7.7856	9.0091	26.3711	-0.0004	-0.0018	0.0001
Si	1.917	12.386	26.2144	0.0008	0.0005	-0.001
Si	5.7906	12.33	26.2897	0.0005	0.0008	0
Si	9.6775	12.3457	26.1966	-0.0028	0.0012	0
Si	1.9629	1.1982	27.0207	0	0.0001	-0.0013
Si	5.8217	1.183	27.0234	-0.0015	-0.0013	-0.0023
Si	9.6888	1.1796	27.0037	0.0029	-0.0011	-0.0007
Si	11.6408	4.5137	27.0177	0.0016	-0.0004	-0.001
Si	3.8717	4.5086	27.0403	0.0016	-0.0015	-0.0011
Si	7.7527	4.5173	27.0469	-0.0014	0.0007	0.0013
Si	1.9615	7.8114	27.0804	0.0013	0.0007	-0.0018
Si	5.8398	7.8786	27.0954	0.0013	0.0003	-0.0013
Si	9.7104	7.8518	27.0765	-0.0013	0.0017	-0.0015
Si	11.6072	11.237	27.0414	-0.0006	-0.0001	-0.0006
Si	3.8396	11.2646	27.0789	-0.0007	-0.0004	-0.0006
Si	7.754	11.2464	27.0647	0.0024	-0.0005	-0.0024
Si	1.9336	1.1164	29.4135	0.0683	0.1879	-0.1545
Si	5.8008	1.1164	29.4135	0.0565	0.133	-0.1229
Si	9.6679	1.1164	29.4135	0.0651	0.1112	-0.231
Si	0	4.4654	29.4135	0.1365	0.0463	-0.138
Si	3.8672	4.4654	29.4135	-0.0734	0.0362	-0.1077
Si	7.7343	4.4654	29.4135	0.0766	0.0194	0.0214
Si	1.9336	7.8145	29.4135	-0.0005	-0.1849	0.2986
Si	5.8008	7.8145	29.4135	0.0884	0.0306	0.4458
Si	9.6679	7.8145	29.4135	0.0785	-0.0086	0.2015
Si	0	11.1635	29.4135	0.0042	0.1692	-0.0481
Si	3.8672	11.1635	29.4135	-0.099	0.2977	0.2927
Si	7.7343	11.1635	29.4135	0.0391	0.2205	0.0669
Si	0	0	0.3944	-0.0746	-0.1349	-0.1419
Si	3.8672	0	0.3944	-0.0353	-0.2013	0.1804
Si	7.7343	0	0.3944	-0.1627	-0.23	-0.08
Si	1.9336	3.3491	0.3944	0.0483	-0.1276	-0.2143
Si	5.8008	3.3491	0.3944	-0.1151	-0.0642	0.103
Si	9.6679	3.3491	0.3944	-0.1378	-0.0382	-0.214
Si	0	6.6981	0.3944	-0.0513	0.0197	-0.0279
Si	3.8672	6.6981	0.3944	0.0088	-0.1487	-0.131
Si	7.7343	6.6981	0.3944	-0.0102	0.0097	0.1363
Si	1.9336	10.0472	0.3944	-0.0859	-0.0125	-0.0509
Si	5.8008	10.0472	0.3944	0.1499	0.0059	-0.0832
Si	9.6679	10.0472	0.3944	0.0009	-0.1492	-0.0537
Si	11.5485	-0.0528	2.748	-0.0031	0.0007	0.0034
Si	3.8301	-0.0765	2.7838	0.0113	-0.0023	0.0055
Si	7.6669	-0.0871	2.7511	-0.0101	-0.005	0.0075
Si	1.9199	3.2767	2.7294	0.0044	0.0001	0.0143
Si	5.7542	3.2861	2.7834	-0.0032	-0.0037	0.0089
Si	9.6142	3.3023	2.7403	-0.0075	0.0039	0.0012
Si	11.5916	6.6464	2.7497	-0.0059	-0.0052	0.0001
Si	3.8706	6.6191	2.7409	-0.0018	0.002	0.0008
Si	7.7339	6.6565	2.7777	-0.001	0.0002	-0.001
Si	1.9122	9.9936	2.764	0.0016	0.0015	0.0012
Si	5.8244	10.0161	2.7575	-0.0039	-0.007	0.011
Si	9.6713	9.9728	2.7593	-0.0019	-0.0008	-0.0011
Si	11.5583	2.2016	3.4406	-0.0034	-0.0088	0.0051
Si	3.8105	2.132	3.5915	0.0088	0.0026	-0.0222
Si	7.6894	2.1275	3.5141	-0.0009	-0.0037	-0.0114
Si	1.9143	5.4977	3.4821	0.0032	0.0075	0.0031
Si	5.8047	5.529	3.5775	-0.0042	0.0028	0.0031
Si	9.6698	5.5196	3.5445	0.0058	0.0009	0.012
Si	11.5959	8.8595	3.5947	0.0026	0.0043	0
Si	3.89	8.8665	3.4284	-0.0021	-0.0045	0.0029
Si	7.7423	8.8845	3.5984	0.0014	-0.0009	0.0059
Si	1.8597	12.2242	3.5656	-0.0039	-0.0073	-0.0005
Si	5.7498	12.1989	3.6614	0.0062	0.02	-0.0265
Si	9.6091	12.1995	3.5076	0.0056	-0.001	0.002
Si	11.4956	2.1741	5.7606	0.0018	-0.0002	0.003
Si	3.8057	2.0016	5.9743	-0.0225	-0.0014	0.0342
Si	7.5728	1.977	5.8602	0.0148	0.0043	0.0172
Si	1.9129	5.3984	5.8197	-0.0007	-0.0021	0.0017
Si	5.7955	5.4966	5.9609	-0.0083	0.0031	0.0004
Si	9.647	5.4074	5.909	0.0065	0.0055	0.008
Si	11.5955	8.7523	5.9915	0.0028	-0.0021	-0.0025
Si	3.9125	8.8291	5.7455	-0.0064	-0.0016	-0.0054
Si	7.7605	8.8686	6.0008	0.0063	0.007	-0.0032
Si	1.7497	12.1444	5.9501	-0.0095	0.0011	0.001
Si	5.7006	12.2266	6.0939	-0.011	-0.0406	0.0215
Si	9.5687	12.1238	5.8611	-0.0019	-0.0121	-0.0008
Si	1.6696	0.9757	6.724	0.0054	0.0031	-0.0124
P	5.708	1.0043	6.8606	0.0008	0.0175	-0.0042
Si	9.6262	0.951	6.5856	-0.0001	0.0047	-0.0053
Si	11.6045	4.3207	6.7407	-0.0045	-0.0001	-0.0125
Si	3.8562	4.2802	6.5843	0.0001	0.0094	-0.0041
Si	7.7053	4.2118	6.5572	0.0141	-0.0016	0.0002
Si	2.0379	7.6374	6.5211	0.0047	-0.0029	-0.0121
Si	5.8142	7.7712	6.7307	0.0123	0.0029	-0.0037
Si	9.6597	7.6095	6.7628	-0.0117	-0.0083	-0.011
Si	11.4029	10.9696	6.7922	-0.0033	0.0146	-0.0064
Si	3.6747	10.9935	6.6367	0.0444	0.012	-0.0333
Si	7.696	11.0981	6.8882	-0.0106	-0.0102	-0.0166
O	9.7799	7.4489	8.4236	-0.0076	0.0091	0.0398
O	9.9333	0.8214	8.2263	0.0041	0.0038	0.0096
O	1.0759	0.9663	8.3145	-0.0048	0.0014	0.0129
O	3.2666	10.5835	8.1864	-0.0131	0.0013	0.0082
O	5.8106	7.9243	8.3969	-0.0038	-0.0016	0.01
O	3.7721	4.2124	8.2344	0.0013	-0.006	0.0018
O	7.886	3.9304	8.1823	-0.0234	0.0049	0.0248
O	0.1335	4.265	8.4113	0.001	0.0023	0.0121
O	11.0338	10.9383	8.4335	-0.001	-0.0052	0.0042
O	7.959	11.0769	8.5515	-0.005	0.0095	0.0298
O	2.3927	7.5129	8.1208	-0.0018	-0.0019	0.002
O	11.3956	0.2155	21.2606	0.0031	-0.0005	0.0004
O	9.7401	3.6384	21.3702	0.0008	-0.0017	0.0022
O	4.128	7.5456	21.5978	-0.0008	0.0004	-0.0009
O	6.0128	4.1636	21.3958	0.0004	0.0003	-0.0051
O	5.7417	9.7523	21.6651	-0.0009	-0.0008	-0.001
O	2.1472	3.3892	21.2144	0.0023	-0.0013	-0.0036
O	7.3265	13.4502	21.5136	0	-0.0033	-0.007
O	4.0041	0.1585	21.3838	-0.0031	-0.0014	-0.0008
O	7.6667	7.0275	21.6517	-0.0018	0.0041	0.002
O	2.1204	10.1823	21.6179	0.0011	0.002	-0.0063
O	11.5407	6.9638	21.4224	0.0013	-0.001	-0.0011
O	10.1453	9.6472	21.6557	-0.0014	-0.0015	0.0011
Si	11.6459	6.4648	11.3258	0.0125	-0.0039	0.0034
Si	1.5448	10.3421	16.3275	-0.0003	-0.001	-0.0012
Si	0.2661	3.6797	9.9381	0.0008	-0.0077	-0.0025
Si	8.0599	12.8599	20.1924	-0.0032	0.0028	0.002
Si	2.8893	10.4402	9.7515	0.0079	-0.0055	0.019
Si	2.5584	10.3973	20.0741	0.0014	0	0.0026
Si	10.3408	3.6979	19.854	0	0.0013	-0.0023
Si	0.2654	12.8067	17.1648	-0.0003	0.0005	0.0011
Si	10.7905	0.6973	19.8118	-0.0019	0.0026	-0.001
Si	3.1923	7.7611	16.2635	0.0015	-0.0013	-0.001
Si	0.3216	6.4774	19.9205	0.0002	-0.0019	-0.0011
Si	9.4467	2.6151	14.4405	-0.0019	-0.0005	-0.0001
Si	2.9648	2.5105	11.1292	-0.002	-0.0018	0.0017
Si	5.1223	12.0252	15.3461	0.0002	-0.0024	-0.0005
Si	4.9261	8.6797	20.7194	0	0.0007	0.0013
Si	3.5602	-0.5185	11.4773	-0.0052	-0.0067	0.0006
Si	5.6037	8.9258	14.8155	0.0033	-0.0007	-0.0045
Si	-0.1607	11.3128	9.9832	-0.0057	0.0077	-0.0045
Si	9.4286	10.0243	20.2442	-0.0045	-0.0066	-0.004
Si	3.4481	0.0537	19.8533	0.001	-0.0005	-0.0024
Si	7.467	4.4891	9.6368	0.0336	0.0145	0.0154
Si	2.2637	12.326	14.2269	0.0068	0.0027	-0.0087
P	6.0459	0.589	10.8377	0.0192	-0.0357	-0.0057
Si	2.795	2.9047	19.7757	0.0012	0.0011	-0.0033
Si	5.7738	4.4774	13.7545	-0.0007	-0.0018	0.0032
Si	7.4783	0.2707	15.6381	-0.0017	-0.0003	-0.0043
Si	9.6296	11.4075	15.2273	-0.0018	0.0012	-0.0031
Si	2.0496	6.5454	13.5761	0.0039	0.0003	0.0013
Si	2.8973	3.5213	14.093	0.0037	-0.0013	-0.0022
Si	11.6729	9.1603	18.4581	0.0023	-0.0005	-0.0028
Si	11.2632	0.8896	9.1833	-0.0016	0.0055	-0.0055
Si	9.111	7.1701	9.8869	-0.0124	-0.0435	-0.0053
Si	8.6975	8.6241	14.6026	-0.0061	0.0036	0.0003
Si	4.8357	7.1477	12.3816	0.0023	0.0049	0.0076
Si	2.9763	5.6299	18.7692	0.0021	-0.0032	-0.0028
Si	2.5958	7.3942	9.7121	0.0058	0.0045	0.0013
Si	6.3011	8.4268	9.8736	-0.0113	-0.0008	-0.0043
Si	4.35	4.7075	9.6603	-0.0035	0.0055	-0.0017
Si	9.3834	10.5588	12.3015	-0.0029	0.0048	0.0056
Si	5.9344	13.0429	17.9826	0.0007	-0.0015	-0.0023
Si	7.9842	4.9624	18.4181	-0.0013	0.0012	-0.0001
Si	8.3399	5.4989	15.2926	-0.0056	-0.0039	0.0035
Si	7.2261	11.1938	10.0255	-0.0049	0.0221	-0.0134
Si	5.388	4.2031	19.8834	0.0012	0.0004	-0.0008
Si	0.8268	1.5236	15.1799	-0.0008	0.001	0
Si	7.5292	7.5466	20.1303	0.0079	-0.0006	-0.0039
Si	7.6689	2.535	12.1044	-0.0051	-0.0056	0.0178
O	3.5194	6.0699	10.0481	0.0023	-0.0048	-0.0029
O	2.016	2.6614	15.1786	-0.001	-0.0004	0.0022
O	-0.2871	12.9516	10.1411	-0.0004	-0.0038	-0.0002
O	8.3292	8.9188	19.8487	0.0007	-0.0025	0.0075
O	2.4122	1.3167	19.5376	0.0005	-0.0013	0.0019
O	8.1538	5.4522	16.8927	0.0013	-0.0001	-0.0075
O	2.7297	11.9866	19.7242	-0.0007	0.0006	0.0024
O	7.1767	8.815	15.1512	0.0065	-0.0002	-0.0027
O	1.2401	0.205	14.297	0.0019	-0.002	0.0009
O	4.4578	3.8459	14.5308	-0.0009	0.0004	0.0013
O	4.2503	3.4374	10.6986	-0.0054	-0.0045	-0.002
O	10.9969	2.1584	14.6861	0.003	-0.0007	0.0003
O	11.4209	4.8622	10.9862	0.0008	0.0041	0.0001
O	10.8532	12.0757	16.0883	0.0007	0.0009	0.0011
O	8.9733	6.98	14.8136	-0.0007	0.0012	0.0003
O	1.7892	3.2685	10.3142	0.0019	-0.0056	-0.0001
O	8.4636	5.695	10.0309	-0.0008	0.0155	-0.054
O	11.1309	2.2878	19.5469	-0.0002	-0.0012	0.0019
O	5.486	7.5604	10.9602	0.0016	0.0002	-0.0001
O	11.3858	7.5847	18.8237	0.0003	0.0028	0.0003
O	7.917	8.2553	10.0993	0.0155	-0.0218	-0.0004
O	10.2438	7.2593	11.0594	-0.0171	-0.0003	-0.0122
O	9.271	4.1922	14.8974	-0.0008	0.0011	0.0024
O	8.8156	11.4819	20.5585	0.0016	-0.0009	0.0002
O	10.6116	10.5704	11.1981	-0.0011	-0.0033	-0.0015
O	8.3738	12.3007	15.7701	0.0042	-0.0023	0.0021
O	4.4395	2.8789	19.815	-0.0005	-0.0011	0.0018
O	4.6508	0.2357	18.7713	0.0005	-0.0005	0.0028
O	10.4507	10.0935	18.9869	-0.0024	-0.0001	0.0044
O	6.8029	0.7189	17.0786	0.0015	0.0005	0.0018
O	0.5802	6.7326	12.8614	-0.001	0.0019	0.0006
O	1.1282	7.123	10.3243	-0.0057	-0.0014	0.0019
O	3.1986	7.1311	12.5568	0.0009	-0.0015	0.0003
O	3.9328	9.5618	19.78	-0.002	0.0009	0.0003
O	6.8271	5.2659	14.7119	0.0053	-0.0003	-0.0013
O	0.6481	0.9288	16.688	0.0008	-0.0004	0.0016
O	1.5435	11.7638	17.1797	-0.0002	-0.0002	0.0021
O	5.4027	8.3152	13.3367	-0.0033	-0.0054	-0.0022
O	2.6428	12.2387	12.652	-0.0009	-0.0013	0.0061
O	6.5236	3.2262	13.0407	0.0087	-0.0005	-0.0028
O	2.7836	9.3116	16.6451	-0.0012	0.0019	0.0026
O	5.9797	7.8926	19.756	0.0012	-0.0011	-0.0001
O	1.9419	6.3977	19.7665	-0.0003	0.0002	0.0018
O	1.4203	9.6839	19.184	-0.0045	-0.0013	0.0008
O	9.4959	9.7793	15.4959	-0.0021	-0.002	-0.0015
O	3.1681	8.8737	10.2001	-0.0019	-0.0022	-0.0039
O	8.9939	9.1053	13.0329	-0.0003	-0.0022	0.0066
O	2.2153	7.3143	15.0117	-0.0012	-0.0004	-0.0008
O	9.1346	3.87	18.7792	0.0008	-0.0015	0.0032
O	4.7626	7.9549	15.8395	0.0004	0.0013	0.001
O	7.3012	0.9493	11.8394	-0.0028	0.0027	-0.0125
O	8.1442	6.3425	19.2518	-0.0051	0.0095	0.0102
O	5.9402	5.0448	9.5827	0.0215	-0.0035	-0.0001
O	6.971	-0.9471	19.0748	-0.0025	0.0009	-0.0008
O	11.0551	2.2584	10.0763	0.004	0.0092	-0.0047
O	9.1213	2.5682	12.838	-0.0065	0.0009	-0.0079
O	9.7455	11.5634	13.574	0.0002	0.0011	0.001
O	6.5655	4.2237	18.7594	0.0018	0.001	0.0029
O	6.0592	10.0372	10.0512	0.0073	0.0068	-0.0034
O	1.3498	10.7612	10.1372	-0.0049	0.0018	0.0097
O	5.1835	10.5046	14.7507	0.0017	0.0015	0.0015
O	1.6152	10.8847	14.7556	-0.0002	0	-0.0003
O	11.3422	13.0507	18.6829	0.0025	-0.0028	-0.0024
O	5.3967	11.886	16.9593	0	0.0014	0.0014
O	8.1223	11.0584	11.3846	-0.0004	-0.002	-0.0076
O	11.3086	4.9947	19.6514	-0.0004	0.0001	0.0026
O	8.3751	1.5535	15.1396	-0.0003	0.0007	-0.0001
O	2.4299	4.051	18.6189	0	0.0009	0.0011
O	3.738	11.6517	10.4286	0.0016	0.0126	0.0111
O	9.1561	0.5808	19.7374	0.001	0.0005	0.0017
O	2.8391	2.6125	12.745	-0.0005	0.0017	0.001
O	3.6273	12.6247	15.077	-0.0017	-0.0015	0.0005
O	7.7222	3.2922	10.6841	0.0026	0.032	-0.0163
O	5.0926	-0.163	11.9725	0.0039	-0.0054	-0.0172
O	4.4218	5.4904	19.5289	-0.0016	0.0015	0.003
O	6.1978	13.1257	14.7347	-0.0002	-0.0008	0.0003
O	3.0889	6.5692	17.4085	-0.0006	0.0025	-0.0004
O	2.9728	0.8888	10.8214	0.0052	0.0083	0.0002
O	0.2634	9.4303	16.8459	0.0021	0.0017	-0.001
O	5.3054	5.6112	12.6785	0.0014	0.0006	-0.0014
O	2.1777	4.9486	13.8358	-0.0008	0.0039	0.0008
O	6.6139	12.7094	10.0164	-0.0107	0.0108	0.0364

Results
free energy: -166114.771 eV
free energy less fixed offsets of O -568.88, P -755.39, Si -635.61 eV per atom: 4.059 eV

The program warned: the cutoff lies below the one the program advises for these potential files; the forces do not sum to zero within the program's tolerance; the exchange-correlation potential is rough where the density is thin.
